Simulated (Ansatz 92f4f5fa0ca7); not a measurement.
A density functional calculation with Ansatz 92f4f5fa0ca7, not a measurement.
Periodic cell of 214 atoms, Si132O78H4, from a study of silicon, its oxide and their interface. The atomic structure is a simulated model.
Doubt: the cutoff is far below the 930 eV that the study's wrapper takes by default for these files, so forces and energies are approximate.

Settings
functional: PBE
potential files: Ansatz PAW
basis: plane waves
wave-function cutoff: 580 eV
density cutoff ratio: 5
exchange-correlation grid ratio: 1
k mesh: 1 x 1 x 1, Gamma-centred
self-consistency stop: 5e-08 eV per atom in the density residual
occupations: fixed
spin: none
net charge: 0

Cell vectors (angstrom)
a  10.938  0  0
b  0  10.938  0
c  0  0  31.251

Atoms and the computed forces on them: element, x, y, z (angstrom), force x, y, z (eV/angstrom)
Si  10.3954  0.5572  23.7768  0.4197  -0.4145  -0.092
Si  6.1268  10.3295  23.8817  -0.3849  0.4571  0.064
Si  2.252  3.1383  23.7556  0.3174  -0.4678  -0.2022
Si  8.639  2.3633  23.8049  -0.3947  0.339  0.1009
Si  0.6161  4.9394  23.8483  -0.2638  0.4992  0.0572
Si  5.0109  5.9369  23.8738  -0.1185  0.0552  0.1329
Si  3.2586  7.6525  23.9046  0.1112  -0.0696  0.1809
Si  7.804  8.5769  23.8274  0.3065  -0.5034  -0.148
Si  1.2965  1.4145  25.0575  -0.0912  -0.043  0.0551
Si  6.9375  1.2966  25.0849  -0.0138  -0.1096  -0.0685
Si  4.0632  4.0725  25.0212  0.0387  0.2131  -0.0008
Si  9.6574  4.0773  25.0761  0.1297  -0.0919  -0.1872
Si  1.4702  6.7233  25.1539  0.1089  0.0344  -0.0622
Si  6.8139  6.8755  25.1152  -0.1727  -0.0856  0.0543
Si  4.1997  9.5136  25.0581  -0.0027  -0.1452  -0.1005
Si  9.5627  9.6046  25.0432  0.0065  0.1764  -0.1094
Si  2.7407  -0.0127  26.3659  0.0172  0.05  0.0629
Si  8.2454  -0.0281  26.5152  -0.0267  -0.0148  0.0526
Si  0.0089  2.7357  26.516  0.0183  0.0152  0.084
Si  5.486  2.7048  26.3818  0.0162  -0.0301  0.0211
Si  2.7873  5.3951  26.5417  0.0132  -0.0027  -0.0796
Si  8.2242  5.456  26.4053  -0.0211  0.05  0.0182
Si  0.0309  8.193  26.3913  -0.0257  -0.0905  0.0333
Si  5.4811  8.2079  26.5393  0.0094  -0.0726  -0.0961
Si  4.1018  1.3673  27.8327  -0.0486  -0.0733  -0.6426
Si  9.5708  1.3673  27.8327  0.1398  -0.0353  0.4263
Si  1.3673  4.1018  27.8327  0.0117  -0.1695  0.603
Si  6.8362  4.1018  27.8327  0.0056  -0.0891  -0.5886
Si  4.1018  6.8362  27.8327  0.1455  -0.1525  0.4592
Si  9.5708  6.8362  27.8327  0.0635  0.0838  -0.5279
Si  1.3673  9.5708  27.8327  0.1054  0.018  -0.5888
Si  6.8362  9.5708  27.8327  0.1517  0.1132  0.5026
Si  0  0  29.2  -0.0178  0.1111  0.0107
Si  5.469  0  29.2  0.0416  -0.0171  -0.0072
Si  2.7345  2.7345  29.2  -0.1045  0.0291  0.0317
Si  8.2035  2.7345  29.2  -0.0127  -0.064  -0.0038
Si  0  5.469  29.2  0.0631  0.0034  -0.0084
Si  5.469  5.469  29.2  -0.0228  0.106  0.0293
Si  2.7345  8.2035  29.2  -0.0169  -0.0536  -0.0082
Si  8.2035  8.2035  29.2  -0.0388  0.047  0.0139
Si  1.3673  1.3673  30.5672  0.0585  -0.0974  -0.015
Si  6.8362  1.3673  30.5672  -0.0374  0.029  0.0159
Si  4.1018  4.1018  30.5672  0.0499  -0.047  -0.0277
Si  9.5708  4.1018  30.5672  -0.0178  0.0361  0.0006
Si  1.3673  6.8362  30.5672  -0.038  0.0168  0.0162
Si  6.8362  6.8362  30.5672  0.0614  -0.0516  -0.0173
Si  4.1018  9.5708  30.5672  0.0018  0.0115  0.0087
Si  9.5708  9.5708  30.5672  0.0474  -0.0487  -0.0315
Si  2.7345  0  0.6835  -0.0885  0.0742  0.0251
Si  8.2035  0  0.6835  0.0283  -0.0165  -0.0077
Si  0  2.7345  0.6835  0.0394  -0.0216  -0.0094
Si  5.469  2.7345  0.6835  -0.0513  0.0606  0.0257
Si  2.7345  5.469  0.6835  0.0406  -0.0291  -0.0076
Si  8.2035  5.469  0.6835  -0.0639  0.0545  0.0213
Si  0  8.2035  0.6835  -0.0528  0.0647  0.03
Si  5.469  8.2035  0.6835  0.0328  -0.0494  -0.0076
Si  4.1018  1.3673  2.0507  0.0658  -0.0864  0.0116
Si  9.5708  1.3673  2.0507  -0.0568  -0.0293  -0.0218
Si  1.3673  4.1018  2.0507  -0.061  0.0304  -0.038
Si  6.8362  4.1018  2.0507  0.0964  -0.033  0.0188
Si  4.1018  6.8362  2.0507  -0.0363  0.0527  -0.0306
Si  9.5708  6.8362  2.0507  0.0774  -0.0565  0.0291
Si  1.3673  9.5708  2.0507  0.0679  -0.0544  0.0287
Si  6.8362  9.5708  2.0507  -0.0351  0.0026  -0.014
Si  0  0  3.418  -0.1754  0.1465  0.4771
Si  5.469  0  3.418  -0.151  -0.028  -0.3943
Si  2.7345  2.7345  3.418  -0.0357  0.1884  0.6841
Si  8.2035  2.7345  3.418  -0.1416  0.0011  -0.3123
Si  0  5.469  3.418  0.132  -0.0592  -0.5819
Si  5.469  5.469  3.418  -0.1138  0.1036  0.7435
Si  2.7345  8.2035  3.418  0.2078  -0.0294  -0.5011
Si  8.2035  8.2035  3.418  -0.2513  0.0336  0.5673
Si  1.3299  1.4024  4.8508  -0.0161  -0.0181  -0.0297
Si  6.7767  1.3971  4.7399  -0.0052  0.0264  0.0827
Si  4.0785  4.1328  4.9022  0.0445  -0.0044  -0.0463
Si  9.573  4.1144  4.7179  -0.027  0.0038  0.1132
Si  1.3957  6.8148  4.7078  -0.0298  -0.0061  -0.0216
Si  6.7939  6.875  4.8893  -0.0335  -0.0044  -0.0651
Si  4.0922  9.5763  4.7489  -0.0191  0.0496  -0.0358
Si  9.5242  9.6027  4.8377  0.0088  0.0575  -0.0618
Si  2.7019  -0.0454  6.1332  0.024  -0.0337  0.0231
Si  8.0946  0.0823  6.1774  0.0948  0.0745  0.0028
Si  -0.0534  2.8241  6.2105  -0.118  -0.0183  -0.0198
Si  5.4404  2.6834  6.2497  0.0669  0.0846  -0.0461
Si  2.6861  5.5783  6.2641  -0.0137  0.0182  0.0385
Si  8.2229  5.4295  6.1396  -0.0086  -0.0729  -0.036
Si  0.0294  8.1565  6.0322  -0.0092  -0.0762  0.1121
Si  5.3777  8.3103  6.2831  0.0442  0.0271  0.0841
Si  4.4454  0.8386  7.4341  -0.3957  0.3388  0.0633
Si  9.0384  1.8934  7.3903  -0.0682  0.086  -0.1858
Si  0.811  4.6849  7.4279  0.3564  -0.3998  0.1285
Si  7.312  3.6251  7.3809  0.0293  -0.1111  -0.144
Si  3.5025  7.4743  7.527  0.5282  -0.4011  0.1725
Si  10.0783  6.3504  7.274  -0.452  0.4363  0.0091
Si  1.7056  9.1227  7.3735  -0.5696  0.3523  -0.064
Si  6.2399  10.2549  7.449  0.4271  -0.3521  0.0535
H  6.9479  4.0652  8.7578  0.0245  -0.0314  0.1446
H  9.3887  1.5067  8.7885  -0.0062  -0.0084  0.0626
O  3.8982  0.8523  9.0235  0.1552  -0.1457  -0.1951
O  6.5759  10.3645  9.0987  -0.1282  0.1407  -0.1496
O  0.7925  9.6665  8.6909  0.2131  -0.0868  -0.1625
O  3.9982  7.1099  9.0882  -0.205  0.1138  -0.2749
O  9.7614  6.7999  8.8356  0.1458  -0.1378  -0.0616
O  1.054  4.5017  9.0734  -0.1385  0.1399  -0.2244
H  2.8114  7.9827  22.5245  -0.0146  -0.0188  -0.0886
H  5.4106  5.5702  22.4759  -0.025  0.0506  -0.036
O  7.9651  3.1953  22.4512  0.1229  -0.2298  0.212
O  0.1051  10.9576  22.3308  -0.0974  0.1654  0.1056
O  0.3799  5.6857  22.3627  0.1925  -0.1315  0.105
O  2.6137  2.4645  22.2388  -0.1962  0.232  0.3522
O  5.8283  -0.062  22.3541  0.1618  -0.1003  0.029
O  8.2427  7.8732  22.3533  -0.2115  0.1961  0.2818
Si  10.9681  9.2121  14.0133  -0.0446  -0.0205  0.1397
Si  5.8976  8.1441  16.4284  -0.0214  0.0755  0.0484
Si  9.1666  0.9506  19.1924  -0.1359  -0.073  -0.2222
Si  3.2498  7.1172  17.5834  0.0304  0.0537  -0.0366
Si  2.2819  4.5859  19.0154  0.0293  -0.0658  -0.0329
Si  0.7078  2.4363  14.5884  0.001  -0.087  0.097
Si  7.1701  5.7668  11.6236  -0.0603  -0.1041  0.0121
Si  8.6166  3.155  20.9578  -0.0028  -0.0371  -0.3212
Si  5.4958  3.3513  12.0474  0.0726  0.1247  0.1078
Si  1.2415  3.694  10.4621  -0.0991  0.082  0.0981
Si  2.4671  0.7572  18.2944  0.0026  0.0094  -0.0722
Si  2.9811  9.4038  19.7298  0.1132  0.0016  -0.0967
Si  5.9478  3.5818  16.1714  0.085  -0.0852  -0.0398
Si  3.1405  2.2878  20.7151  -0.0566  0.0856  -0.1333
Si  7.2909  5.9699  14.6647  -0.0626  -0.0742  0.0979
Si  6.1401  1.236  14.3308  0.1042  -0.0156  0.0221
Si  9.976  4.7946  15.6758  -0.0217  -0.0684  -0.0216
Si  8.3484  3.6435  18.1051  -0.0183  -0.1409  -0.1693
Si  10.7089  1.5348  11.7525  -0.0819  -0.0959  0.2048
Si  3.9876  9.9937  14.679  0.041  -0.0571  0.0738
Si  3.5752  1.5403  10.4536  0.1311  0.046  0.1383
Si  6.7883  9.4043  10.3871  0.0337  -0.0202  0.1003
Si  5.1436  -0.1384  20.9003  -0.0195  -0.1602  -0.1565
Si  0.5211  9.6385  10.2837  0.1165  -0.0012  0.2919
Si  2.4566  10.0587  12.2555  -0.08  -0.0623  0.1006
Si  8.9352  7.8591  20.8775  -0.0752  0.1876  -0.2323
Si  7.2781  9.5579  18.9045  0.0729  0.0747  -0.0586
Si  8.4233  10.7135  12.8701  0.0129  0.124  0.1617
Si  3.054  5.4104  12.4401  0.109  -0.0734  -0.0012
Si  10.7346  5.2742  20.9022  0.0134  -0.0108  -0.0529
Si  9.1762  7.4675  10.1701  0.0476  -0.1655  0.0048
Si  1.4728  6.6323  14.9408  0.0648  0.0456  -0.003
Si  4.7112  7.2407  10.5392  0.1155  -0.0842  0.1806
Si  2.8857  3.1099  16.5354  -0.0403  -0.1598  -0.0447
Si  1.15  10.6677  16.0672  -0.0728  -0.0136  -0.0058
Si  0.1176  10.2856  20.8528  -0.0506  -0.0103  -0.1031
O  7.8309  8.2924  9.8287  -0.1297  0.0387  -0.0818
O  10.0921  8.9879  20.8258  -0.0152  -0.0095  0.0809
O  8.0534  4.0378  19.6807  0.0114  0.0267  0.0933
O  4.8263  7.2473  17.2388  -0.0382  -0.0377  0.0051
O  10.9968  9.5436  15.625  0.0666  0.0518  -0.0555
O  9.3604  4.5672  17.1861  -0.0092  0.0294  0.1078
O  3.1815  1.6104  17.1077  -0.04  0.0111  0.0505
O  4.1217  9.4861  20.9055  0.0002  0.0441  0.0028
O  0.7422  1.9995  13.017  -0.0298  -0.0197  -0.1659
O  8.451  1.5759  20.5324  0.0504  0.108  0.1981
O  3.2749  3.7815  20.0498  0.0463  0.0422  0.0387
O  0.9695  5.1971  19.7623  -0.1539  -0.0031  0.0769
O  3.1431  0.4857  11.6498  0.0438  0.0704  -0.1548
O  2.3708  7.2441  16.1927  -0.0593  -0.021  0.0063
O  6.0292  2.3305  13.1654  -0.0357  -0.0107  -0.0797
O  8.4829  10.5797  18.5322  0.0407  0.0478  0.0471
O  6.6618  9.0917  17.4866  -0.0036  -0.0127  -0.0126
O  5.0747  9.0143  15.3443  -0.0399  0.0168  -0.0505
O  6.2425  10.4694  19.7571  -0.0297  0.0884  0.0806
O  3.6435  6.7347  11.6742  0.0285  0.091  -0.1155
O  0.6145  7.6791  13.988  -0.0411  -0.0054  -0.0352
O  10.2959  8.5519  10.7248  0.0269  -0.0279  -0.0375
O  10.3653  3.3942  14.9172  -0.0083  0.0664  0.0131
O  4.7141  0.4728  14.4081  -0.0014  0.033  0.0083
O  1.9364  9.1605  10.9967  -0.0527  0.0116  -0.1057
O  9.4664  9.5521  13.429  -0.0563  -0.0631  -0.055
O  2.6535  10.2319  15.582  0.0614  -0.0148  0.0046
O  4.4892  1.3646  20.6977  0.0587  -0.0436  0.0288
O  6.0333  6.2846  10.5765  -0.0488  -0.0146  -0.0415
O  2.0897  1.5725  19.6611  -0.0264  0.0343  0.082
O  3.5434  10.5545  18.6976  -0.0109  -0.04  0.0527
O  4.8901  2.4324  10.8457  -0.01  -0.0606  -0.0666
O  0.5438  1.1006  15.4693  -0.0287  0.0561  -0.0301
O  2.3305  2.5318  10.2136  0.0193  -0.0458  -0.052
O  4.3082  4.3505  12.5959  -0.086  -0.0029  -0.0319
O  6.3754  4.6827  15.0552  0.0048  0.0345  -0.0248
O  2.7618  8.1325  18.7631  -0.0411  0.0574  0.0667
O  8.8666  5.5785  14.7778  -0.0115  0.0206  -0.0436
O  5.3345  8.7465  10.8154  -0.0115  0.0512  -0.066
O  6.8761  4.1524  11.6318  0.0083  0.0582  -0.0356
O  6.9394  6.381  13.1273  0.0401  0.0462  -0.0485
O  0.1997  0.2433  10.8023  0.0291  -0.0741  -0.0717
O  6.8363  3.7764  17.5127  0.0226  0.0029  0.0659
O  1.18  -0.0483  17.6768  0.0967  0.0601  -0.0247
O  10.1491  3.7449  21.0679  0.0592  -0.0669  0.0393
O  6.3271  2.0593  15.719  -0.0252  0.0247  0.0225
O  9.2454  1.1076  12.36  0.0909  0.0271  -0.0807
O  7.8095  8.2524  19.7405  0.0837  -0.118  0.1349
O  1.8672  3.732  17.6662  -0.0213  0.0856  0.0899
O  1.8087  4.7261  11.6114  -0.1052  -0.0394  -0.0851
O  4.3458  3.8107  16.4027  0.0167  0.0406  0.0076
O  2.1313  3.1127  15.0786  0.0118  0.0004  -0.0449
O  1.5958  9.74  20.4832  -0.049  0.0276  0.0746
O  7.4786  10.1616  11.6587  -0.1176  -0.0857  -0.1403
O  10.6054  0.4534  19.7451  -0.0123  0.0204  0.0894
O  3.5474  9.3497  13.237  -0.0702  0.0609  -0.0658
O  10.7644  2.91  10.8443  0.0826  0.0522  -0.014
O  9.5989  6.3985  20.5251  0.0153  -0.0134  0.0055
O  6.9815  7.2213  15.6542  0.0648  -0.0466  -0.0619
O  1.0843  10.1888  13.2031  0.1485  0.0707  -0.1079
O  7.4135  0.239  14.0761  0.0091  -0.036  -0.011
O  0.3986  5.6801  15.7071  -0.0192  0.0198  0.0729
O  9.0955  2.1634  18.0852  -0.0047  0.0532  0.0429
O  2.4864  5.854  13.9125  -0.016  0.0072  -0.0158
O  8.6849  6.237  11.1664  0.0313  0.0878  -0.0227
O  3.2016  5.7286  18.379  0.0279  -0.0748  0.0024

Results
free energy: -128336.770 eV
free energy less fixed offsets of H -15.97, O -568.88, Si -635.61 eV per atom: 0.270 eV

The program warned: the cutoff lies below the one the program advises for these potential files; the forces do not sum to zero within the program's tolerance; the exchange-correlation potential is rough where the density is thin.
